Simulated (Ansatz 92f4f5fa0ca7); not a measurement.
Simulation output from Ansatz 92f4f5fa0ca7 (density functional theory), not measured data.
Periodic cell of 348 atoms, Si240O108, from a study of silicon, its oxide and their interface. The atomic structure is a simulated model.
Doubt: the cutoff is far below the 930 eV that the study's wrapper takes by default for these files, so forces and energies are approximate.
This geometry differs little from another in the collection (a relaxation step or a small displacement).

Settings
functional: PBE
potential files: Ansatz PAW
basis: plane waves
wave-function cutoff: 580 eV
density cutoff ratio: 5
exchange-correlation grid ratio: 1
k mesh: 1 x 1 x 1, Gamma-centred
self-consistency stop: 5e-08 eV per atom in the density residual
occupations: fixed
spin: none
net charge: 0

Cell vectors (angstrom)
a 11.6015 0 0
b 0 13.3963 0
c 0 0 40.3799

Atoms: element, x, y, z (angstrom)
Si 0 2.2327 1.1851
Si 3.8672 2.2327 1.1851
Si 7.7343 2.2327 1.1851
Si 1.9336 5.5818 1.1851
Si 5.8008 5.5818 1.1851
Si 9.6679 5.5818 1.1851
Si 0 8.9308 1.1851
Si 3.8672 8.9308 1.1851
Si 7.7343 8.9308 1.1851
Si 1.9336 12.2799 1.1851
Si 5.8008 12.2799 1.1851
Si 9.6679 12.2799 1.1851
Si 1.9336 1.1164 1.9745
Si 5.8008 1.1164 1.9745
Si 9.6679 1.1164 1.9745
Si 0 4.4654 1.9745
Si 3.8672 4.4654 1.9745
Si 7.7343 4.4654 1.9745
Si 1.9336 7.8145 1.9745
Si 5.8008 7.8145 1.9745
Si 9.6679 7.8145 1.9745
Si 0 11.1635 1.9745
Si 3.8672 11.1635 1.9745
Si 7.7343 11.1635 1.9745
Si 1.9336 1.1164 4.3426
Si 5.8008 1.1164 4.3426
Si 9.6679 1.1164 4.3426
Si 0 4.4654 4.3426
Si 3.8672 4.4654 4.3426
Si 7.7343 4.4654 4.3426
Si 1.9336 7.8145 4.3426
Si 5.8008 7.8145 4.3426
Si 9.6679 7.8145 4.3426
Si 0 11.1635 4.3426
Si 3.8672 11.1635 4.3426
Si 7.7343 11.1635 4.3426
Si 0 0 36.0393
Si 3.8672 0 36.0393
Si 7.7343 0 36.0393
Si 1.9336 3.3491 36.0393
Si 5.8008 3.3491 36.0393
Si 9.6679 3.3491 36.0393
Si 0 6.6981 36.0393
Si 3.8672 6.6981 36.0393
Si 7.7343 6.6981 36.0393
Si 1.9336 10.0472 36.0393
Si 5.8008 10.0472 36.0393
Si 9.6679 10.0472 36.0393
Si 0 0 38.4074
Si 3.8672 0 38.4074
Si 7.7343 0 38.4074
Si 1.9336 3.3491 38.4074
Si 5.8008 3.3491 38.4074
Si 9.6679 3.3491 38.4074
Si 0 6.6981 38.4074
Si 3.8672 6.6981 38.4074
Si 7.7343 6.6981 38.4074
Si 1.9336 10.0472 38.4074
Si 5.8008 10.0472 38.4074
Si 9.6679 10.0472 38.4074
Si 0 2.2327 39.1968
Si 3.8672 2.2327 39.1968
Si 7.7343 2.2327 39.1968
Si 1.9336 5.5818 39.1968
Si 5.8008 5.5818 39.1968
Si 9.6679 5.5818 39.1968
Si 0 8.9308 39.1968
Si 3.8672 8.9308 39.1968
Si 7.7343 8.9308 39.1968
Si 1.9336 12.2799 39.1968
Si 5.8008 12.2799 39.1968
Si 9.6679 12.2799 39.1968
Si 4.1901 -4.2271 25.9608
Si 0.8791 -5.7896 22.21
Si 9.442 0.719 28.6941
Si 5.1121 1.8087 29.9201
Si 3.9059 6.8822 28.5715
Si 4.0236 8.8534 32.192
Si -1.6811 8.6405 23.253
Si 7.3636 2.5882 30.1936
Si 6.0053 9.5426 28.4992
Si 7.6096 6.7578 23.3704
Si 10.0818 6.0009 27.768
Si 9.6527 10.0019 28.9042
Si -2.7289 6.2004 29.8375
Si 5.0736 -2.9533 15.9857
Si 5.7318 7.304 16.3656
Si 6.8979 4.9202 29.849
Si 0.4665 7.2974 28.2883
Si 7.4175 5.677 26.0801
Si -1.6138 10.2987 25.7846
Si 8.7391 12.0927 29.5999
Si 7.7529 3.8538 23.6424
Si 2.1815 10.0734 29.0744
Si 2.1326 16.3737 27.8879
Si 8.1632 12.5528 24.4448
Si 0.2006 1.9791 31.9324
Si 4.0808 2.2115 32.0641
Si 7.8607 2.2276 32.4129
Si 1.9712 5.56 31.886
Si 5.9432 5.4603 32.018
Si 9.6777 5.615 32.049
Si 0.0439 8.8932 32.0744
Si 2.0153 5.8249 29.4665
Si 7.7767 8.8816 32.0507
Si 1.9726 12.1482 32.189
Si 5.646 12.3251 32.1808
Si 9.4787 12.2091 31.9533
Si 2.1278 1.031 32.8933
Si 5.8947 1.1076 33.0804
Si 9.8055 1.0025 32.8286
Si 0.0567 4.3553 32.6422
Si 3.9184 4.4573 32.7588
Si 7.8281 4.4772 33.0384
Si 1.9961 7.7619 32.8289
Si 5.9253 7.6831 32.8796
Si 9.7213 7.8112 32.918
Si -0.0988 11.1432 32.7867
Si 3.8621 11.0624 33.0381
Si 7.6096 11.118 32.8454
Si 1.9608 1.1172 35.2527
Si 5.8017 1.111 35.3702
Si 9.6862 1.0985 35.2189
Si -0.0014 4.4443 35.1313
Si 3.8691 4.4711 35.186
Si 7.7448 4.4799 35.3454
Si 1.9393 7.806 35.2204
Si 5.8153 7.7919 35.2483
Si 9.6729 7.8201 35.2706
Si -0.02 11.1728 35.1981
Si 3.869 11.1496 35.3444
Si 7.7123 11.1578 35.2302
Si -0.0215 0.0287 5.1976
Si 3.8498 -0.0035 5.1786
Si 7.7473 -0.0224 5.1454
Si 1.9355 3.3416 5.2006
Si 5.7852 3.3412 5.1161
Si 9.6453 3.3473 5.1606
Si 0.0016 6.6939 5.0209
Si 3.8723 6.7062 5.1841
Si 7.7431 6.7213 5.1469
Si 1.9555 10.0488 5.0536
Si 5.775 10.0581 5.0979
Si 9.6552 10.0699 5.0799
Si -0.1244 0.1219 7.6302
Si 3.757 0.0167 7.5868
Si 7.7004 -0.0792 7.53
Si 1.8644 3.3617 7.6318
Si 5.71 3.2946 7.4758
Si 9.5298 3.3839 7.5457
Si 0.0066 6.651 7.3208
Si 3.9057 6.7386 7.5934
Si 7.7348 6.833 7.5236
Si 1.9163 10.0841 7.3699
Si 5.6697 10.123 7.4443
Si 9.6162 10.1498 7.4104
Si -0.1415 2.4173 8.4954
Si 3.8008 2.2057 8.4577
Si 7.5861 2.1341 8.3036
Si 1.9218 5.6315 8.2611
Si 5.8892 5.5505 8.2161
Si 9.6691 5.6735 8.2234
Si -0.0449 8.924 7.8718
Si 3.7984 9.0013 8.391
Si 7.6338 9.1421 8.2061
Si 1.7677 12.2703 8.2875
Si 5.702 12.3114 8.3331
Si 9.6521 12.2585 8.5262
Si 1.7189 4.3933 12.1143
Si 7.3842 -3.3315 10.3939
Si 4.4734 1.7703 10.7812
Si 3.4593 3.0374 17.3951
Si 4.3048 -0.3176 12.0515
Si 14.285 10.8039 14.0433
Si -1.2977 11.8702 11.0136
Si 6.1469 5.4383 10.528
Si 12.3598 6.3873 19.2775
Si 1.2097 6.016 10.4617
Si 1.0074 11.5853 10.436
Si 4.0022 17.2051 11.9842
Si 5.018 3.4357 14.8079
Si 7.9735 3.0007 11.7151
Si 9.7329 7.3799 12.1158
Si 3.7386 9.1344 10.8374
Si -1.1517 5.7548 10.4429
Si 11.7842 7.8131 13.1222
Si 2.9109 11.1747 11.7424
Si 3.4891 12.3957 19.5304
Si 7.7421 1.0762 17.105
Si 0.0644 9.4211 10.0835
Si 3.8384 14.0196 14.433
Si 10.2479 12.4277 13.851
O -14.8091 20.1472 19.4879
O 11.1144 24.4303 13.7625
O 28.7354 -4.3847 26.9514
O -0.8429 9.537 15.8842
O 18.1291 3.7524 15.3559
O -5.9541 8.9242 16.2382
O 4.9017 15.2685 14.3276
O -12.1317 0.8723 28.8681
O -4.8098 10.2698 21.3193
O -0.328 -7.8599 15.3239
O 11.3027 13.5523 14.4403
O 22.7871 25.2392 18.6625
O -13.4368 13.7606 19.769
O -9.6256 -9.0172 28.6704
O 15.8644 -6.7523 16.6167
O 2.0549 25.7512 25.8342
O 4.3129 8.3684 24.5432
O -4.974 6.8603 17.6318
O 13.8618 -12.1423 14.6616
O -2.0932 5.8485 17.2641
O -7.8952 24.2202 19.094
O 9.169 11.3702 20.5575
O 4.2111 13.4055 15.9603
O -10.3861 20.3661 20.7375
Si 16.1795 14.3008 17.3234
Si 2.4597 8.4008 27.348
Si -2.4535 9.4644 16.2725
Si 1.184 0.0815 15.1355
Si 6.0757 -4.6028 21.3964
Si 3.5844 -1.1694 25.3206
Si 21.3723 1.8971 19.2824
Si -6.5429 2.7903 27.7593
Si 9.5019 -19.6969 18.3099
Si 3.7162 8.0182 23.0683
Si 22.5199 3.408 10.7148
Si 0.9359 6.176 14.5338
Si 11.898 3.677 17.9832
Si 5.7247 5.2051 27.8176
Si 6.477 11.9561 28.5482
Si 8.2076 10.9322 21.8239
Si 11.6245 -3.7489 14.488
Si 6.8277 14.7934 10.4825
Si -3.6202 8.5208 29.6947
Si 18.3612 6.7753 19.2426
Si 7.9844 3.1026 14.9581
Si 10.3717 -8.6538 16.4121
Si 12.0106 0.0767 22.4051
Si 17.6328 13.4542 26.6181
Si -1.595 1.0468 25.7657
Si 12.4931 4.7922 23.2232
Si 14.803 18.3351 22.512
Si -0.1616 17.0465 26.0417
Si 1.6094 8.1301 11.2836
Si 0.1142 9.1498 29.7298
Si 8.0783 11.627 16.0846
Si -8.1196 13.4394 22.4113
Si 15.7287 22.3122 29.8617
Si 12.4465 14.3116 29.7766
Si -2.0536 -3.7795 11.1793
Si -1.2646 2.8256 22.1091
Si -6.8187 4.3579 20.034
Si -5.6081 21.9155 11.5195
Si 14.0028 25.7265 29.8892
Si 2.7693 7.2055 16.9717
Si -6.4146 16.1224 22.4898
Si 12.1271 12.4251 25.3369
Si 12.6208 12.2928 17.9759
Si 14.8875 10.3297 17.5705
Si -12.7872 -1.079 20.0518
Si 4.8201 -0.5414 29.9882
Si -15.7481 -5.6265 14.0741
Si 6.301 12.4065 10.6648
O 7.8968 12.1708 22.8674
O 11.0193 1.3722 22.4552
O 6.5798 -10.6375 23.3324
O -7.1277 13.3367 18.6414
O 23.7569 -9.029 24.7686
O 1.8134 11.0352 17.3087
O 18.122 20.1954 15.0163
O 1.951 0.62 22.255
O 18.9383 -8.9475 11.1515
O 16.2878 -22.5445 13.4384
O 16.1667 -12.1604 22.5301
O -0.816 4.6532 27.139
O 0.5706 -10.1854 11.8125
O -0.1412 13.7501 25.9694
O -22.7171 6.3772 23.2025
O -3.0915 33.6935 13.1608
O 34.5992 -15.6906 25.9215
O 4.5339 22.2545 21.9229
O -2.645 9.7813 22.6615
O 15.4202 12.5315 21.1031
O 19.6238 16.4199 13.342
O 11.0219 -6.137 18.8981
O 17.7305 21.5235 19.91
O 12.4716 13.3829 16.75
O -9.4972 -14.5641 14.6165
O 41.2554 11.3601 15.8442
O -0.0548 3.9272 22.1999
O -14.8419 8.7686 15.0022
O 19.3567 -22.5241 25.2425
O 3.5448 2.802 27.0924
O -22.2139 -10.606 26.7733
O -1.3234 9.0419 24.7912
O 22.8071 -4.7869 22.2477
O 3.476 4.8982 20.8784
O 21.4595 -0.5449 12.31
O -14.4077 -7.1009 26.7642
O -2.8101 38.0515 25.2245
O -13.5636 2.827 20.6222
O 17.0458 16.5461 20.9258
O 2.0119 19.9098 18.2369
O 20.8493 30.7167 15.5568
O 6.3776 -6.4274 11.0839
O -4.574 20.1772 24.9088
O 24.8602 -3.6602 14.754
O 27.4281 -2.8574 14.5646
O -0.4245 29.1057 18.5559
O -11.6569 -0.937 21.2174
O 39.026 -9.5736 18.6148
O 19.7083 1.6026 15.6011
O 20.1292 -24.7991 18.225
O 0.3552 -0.8839 23.7213
O -14.0998 14.126 27.0824
O -7.4452 10.7443 25.5698
O -25.2329 -17.0437 27.25
O 35.1966 18.1817 19.2224
O -7.1611 13.2487 26.2423
O -15.735 18.6298 22.7929
O -6.9654 4.9567 10.9741
O -2.9538 15.4352 29.2651
O -2.3853 13.8044 24.4891
O 17.6725 41.886 26.9703
O 2.9357 -4.6482 17.4425
O -2.0646 2.7189 11.2751
O 5.95 -7.9161 19.8097
O -2.4187 -6.2066 23.3029
O -5.1682 8.6371 13.1198
O 18.4189 -0.3521 25.2232
O 9.0706 -4.8736 17.6113
O 17.7563 1.3353 17.331
O -21.2229 -24.9522 29.0351
O 10.2721 -24.164 25.5561
O 8.8868 -1.2115 14.7309
O 3.9318 -9.6476 15.9831
O 3.6448 -0.8864 23.7243
O -9.6422 -0.5021 19.1779
O 1.9208 6.8878 15.6278
O 13.4213 -10.161 17.5099
O 13.2359 31.7529 13.6736
O -16.4063 -32.3976 22.4493
O 13.7534 8.4329 22.8151
O -19.0829 17.1541 23.1926
O 8.1511 -0.5203 17.1752
O -2.437 -23.5797 23.1629
O 15.4087 19.785 22.9907

Results
free energy: -213978.341 eV
free energy less fixed offsets of O -568.88, Si -635.61 eV per atom: 7.099 eV

Forces (eV/angstrom), in the order of the atoms: element, x, y, z
Si 0.0189 0.0294 -0.0162
Si -0.0128 0.0273 0.0722
Si 0.017 0.0032 0.0536
Si 0.0054 0.0179 -0.0016
Si 0.0022 0.0254 0.0076
Si 0.0311 -0.0003 0.0398
Si -0.0258 -0.0578 0.0592
Si -0.0313 -0.0052 0.0009
Si 0.0283 0.0282 -0.0347
Si 0.0186 -0.0604 -0.0336
Si 0.0109 -0.0484 -0.086
Si 0.0089 -0.0172 0.0083
Si -0.0564 -0.0106 -0.0194
Si -0.009 -0.0993 -0.0403
Si -0.004 -0.0135 -0.0102
Si 0.0014 -0.1553 -0.0188
Si -0.0736 0.0337 -0.0043
Si -0.036 0.0389 -0.0164
Si 0.1086 -0.0322 -0.0031
Si -0.0086 -0.014 -0.0132
Si -0.0636 0.0558 0.008
Si 0.0093 0.1479 -0.0143
Si 0.0146 0.1575 -0.0017
Si -0.0964 0.0114 0.0153
Si -0.1469 0.0416 0.3688
Si -0.0488 -0.2084 0.2745
Si -0.0495 0.0381 0.0918
Si -0.001 -0.3611 0.0503
Si -0.1751 0.0856 0.2666
Si -0.0802 0.0934 0.2109
Si 0.2931 -0.0788 -0.2547
Si -0.0707 0.0158 0.082
Si -0.1328 0.146 -0.2367
Si 0.0249 0.3202 0.1269
Si 0.0348 0.2745 -0.4831
Si -0.2277 0.0646 -0.3363
Si 0.1131 -0.065 -0.1079
Si -0.1012 -0.0457 0.5207
Si 0.2725 -0.1856 0.0748
Si 0.0005 0.1171 -0.4306
Si -0.177 0.2241 0.1596
Si 0.3342 -0.1422 -0.2069
Si 0.0921 -0.2604 -0.3923
Si 0.0233 -0.1248 -0.1737
Si 0.0916 0.1986 0.4729
Si -0.3029 -0.1181 -0.1064
Si 0.1621 -0.2547 0.1976
Si -0.0982 0.133 -0.0829
Si 0.0678 -0.0355 -0.0007
Si -0.03 -0.0418 -0.0105
Si 0.1129 -0.0727 -0.0061
Si -0.0229 0.0596 0.0328
Si -0.0752 0.1045 0.0181
Si 0.1383 -0.0472 0.0214
Si 0.0345 -0.1138 0.0306
Si 0.007 -0.0219 0.0141
Si 0.0333 0.0879 0.0023
Si -0.1312 -0.0393 0.016
Si 0.0682 -0.0818 -0.0185
Si -0.0346 0.0442 0.0181
Si -0.0191 -0.0275 -0.0088
Si 0.0228 -0.0355 -0.0283
Si -0.0211 -0.0116 -0.0667
Si -0.0127 -0.0092 -0.0059
Si 0.011 -0.0154 0.0197
Si -0.0272 0.013 -0.0208
Si 0.0193 0.0595 -0.0414
Si 0.0371 0.0136 -0.0294
Si -0.0277 -0.0292 0.0682
Si -0.0074 0.0562 0.0323
Si -0.0232 0.0397 0.006
Si -0.0146 0.0111 0.0238
Si 0.003 0.0056 0.0085
Si 0.0056 -0.0015 -0.0019
Si -0.0003 -0.0035 -0.0034
Si 0.0185 0.0092 0.0318
Si -0.0159 -0.0089 0.0048
Si 0.0062 -0.0023 0.0094
Si 0.0021 0.0026 0.0022
Si -0.0229 -0.0056 -0.0076
Si 0.002 0.0005 0.0052
Si -0.0006 0.0016 -0.0024
Si 0.0051 0.0002 -0.0051
Si 0.0006 0.0075 0.007
Si 0.0029 0.0027 0.0063
Si -0.0007 0.0001 -0.0024
Si 0.0003 -0.0051 -0.0034
Si -0.0047 -0.0024 0.0073
Si -0.0027 0.0034 -0.0021
Si -0.0019 -0.0001 0.0018
Si 0.0026 0.0007 -0.0025
Si 0.001 -0.006 -0.0033
Si 0.0001 -0.0055 -0.001
Si -0.0114 0.0044 0.0027
Si -0.013 -0.0041 -0.0017
Si -0.0012 0.001 0.0041
Si 0.0003 0.0002 0.0043
Si -0.001 0.0022 -0.0067
Si -0.0026 0.0023 -0.0025
Si 0.0005 0.0019 0.0041
Si -0.0017 -0.0007 -0.0045
Si -0.0029 -0.0033 -0.0021
Si -0.0051 0.0005 -0.0006
Si 0.0105 0.013 -0.0128
Si 0.0021 0.0032 -0.0006
Si 0.0001 -0.0027 -0.0009
Si 0.0047 0.0035 -0.0037
Si 0.0005 -0.0051 0.0009
Si 0.0014 0.0028 0.0053
Si 0.0011 -0.0037 -0.0026
Si -0.0016 0.0019 0.0009
Si -0.0001 0.0022 -0.003
Si 0.0026 -0.0032 -0.0039
Si 0.0024 -0.0018 -0.0024
Si -0.0043 -0.001 -0.0024
Si -0.0012 0.0038 0.0006
Si 0.0008 0.0045 0.0002
Si 0.004 0.0019 -0.0029
Si -0.0029 0.0005 0.0005
Si 0.0027 0.0006 -0.0027
Si 0.003 -0.0003 0.0003
Si -0.0022 0.0019 0.0001
Si 0.0005 0.0009 0
Si -0.0013 -0.0007 0.0029
Si -0.0004 -0.0001 0.0021
Si -0.0004 0.0027 0.0008
Si 0.0013 -0.0022 0.0018
Si 0.0012 -0.0014 -0.0016
Si -0.001 -0.0019 -0.0041
Si -0.0008 -0.0008 0.0025
Si 0.0008 -0.0012 -0.0017
Si -0.0029 -0.0017 -0.0003
Si -0.0028 0.0009 -0.0033
Si -0.0012 -0.0002 -0.0023
Si 0 -0.0019 -0.0052
Si 0.0001 0 -0.002
Si -0.0015 0.0001 -0.0011
Si -0.0008 0.0006 0.0028
Si 0.0022 -0.0015 -0.0026
Si 0.001 -0.0016 -0.0047
Si 0 -0.0015 -0.0037
Si 0.0013 0.0006 0.0036
Si -0.0059 0.0015 0.0066
Si 0.0001 -0.001 -0.0036
Si 0.0029 -0.0027 0.002
Si -0.0004 -0.0021 0.0042
Si -0.0031 0.0041 0.0067
Si -0.001 -0.0011 0.0054
Si 0.0004 0.0016 0.0016
Si -0.0059 -0.0022 0.003
Si -0.0006 0.0005 0.0022
Si -0.0009 0.0035 0.0021
Si -0.0001 0.0008 0.0031
Si -0.0061 -0.0038 -0.002
Si 0.0065 -0.0009 -0.0059
Si 0.0008 -0.0027 0.006
Si 0.0016 0.0032 -0.0066
Si 0.0006 0.0013 0.0017
Si 0.0087 -0.0003 0.0051
Si -0.0002 0.0003 -0.0051
Si -0.0004 -0.0024 -0.0021
Si 0.003 -0.0034 -0.0056
Si 0.0038 0.006 0.0058
Si -0.001 -0.0021 0.0057
Si -0.0014 0.0013 -0.0119
Si 0.0021 0.0037 -0.006
Si 0.0008 -0.003 0.0024
Si 0.0004 0.0034 -0.0002
Si -0.0004 -0.0005 -0.0082
Si 0.01 0.005 0.0094
Si 0.0089 -0.015 -0.0087
Si 0.0052 0.0003 -0.0013
Si -0.0026 0.0059 -0.0025
Si 0.0015 0.0124 -0.0347
Si -0.0011 0.0198 -0.0104
Si 0.0011 0.0091 0.0005
Si 0.0025 -0.0019 -0.0011
Si 0.0027 0 -0.0027
Si -0.0049 -0.0106 0.0028
Si -0.0016 -0.0023 0.0051
Si 0.0041 0.0086 0.0027
Si -0.0026 -0.0024 -0.0041
Si -0.0041 0.0055 0.0002
Si 0.0049 0.0081 -0.0118
Si 0.0012 0.0061 0.0029
Si 0.0009 -0.0014 0.0031
Si -0.0011 -0.0059 0.016
Si 0.0059 0.0039 -0.0062
Si 0.0035 -0.0008 0.0057
Si 0.0111 0.0127 -0.0107
Si -0.0055 -0.0116 -0.0109
Si -0.0011 0.0067 -0.0002
O -0.0004 0.001 0.0019
O -0.0004 0.0007 -0.0011
O 0.0007 -0.0013 -0.0033
O 0.0037 0.0018 0.0035
O 0.0008 -0.0012 -0.0049
O -0.0005 0.0093 0.0006
O 0.0041 -0.0004 -0.0014
O 0.0008 0.0041 0.0036
O 0.0021 0.0003 -0.001
O -0.0014 -0.0043 0.0058
O 0.0029 0.0001 -0.0019
O 0 0.0027 0.0022
O -0.0008 0.0002 -0.0002
O 0.0039 -0.0158 -0.0075
O -0.0001 0.0019 -0.0015
O 0.0005 0.0009 -0.0019
O 0.0074 -0.0006 -0.0024
O 0.0029 0.0002 0.0052
O 0.0064 0.0004 -0.0024
O 0.0019 0.0024 0.0021
O 0.0009 0.0047 -0.0002
O 0.0003 -0.0006 0.0003
O -0.0001 0.0028 0.0016
O 0.0007 0.0015 0.0044
Si 0.0007 -0.0036 0.0169
Si -0.0025 -0.0061 0.0015
Si -0.0085 0.0055 -0.0042
Si 0.0042 -0.0019 0.004
Si -0.0022 0.0018 0.0001
Si -0.0026 0.0039 0.0018
Si 0.0032 0.0032 0.0001
Si -0.0005 0.0009 -0.0172
Si 0.0013 0.0004 -0.0023
Si 0.0014 0.0014 -0.0002
Si -0.0105 -0.0114 0.0034
Si -0.0047 0.0102 0.0012
Si 0.0013 -0.0003 0.0013
Si 0.0091 0.004 -0.0016
Si 0.0043 0.0046 0.0008
Si 0.0026 0.002 -0.0007
Si 0.0013 -0.0085 -0.007
Si -0.001 0.0033 -0.006
Si 0.001 -0.0013 0.0026
Si 0.0032 -0.0005 -0.0023
Si 0.0011 0.0032 0.0053
Si 0.0028 0.0023 -0.0003
Si -0.0018 -0.0011 0.0013
Si 0.0021 0.0002 -0.0008
Si 0.0009 -0.0022 -0.0014
Si 0.0034 -0.0023 -0.0001
Si -0.0031 -0.0007 0.0022
Si 0.0079 -0.0023 -0.0004
Si -0.0081 -0.0015 0.0006
Si 0.0095 -0.0033 0.0004
Si 0.0044 -0.0014 0.0001
Si 0.0043 -0.0016 0.0027
Si 0.0069 0.006 -0.0152
Si 0.0045 0.0086 -0.0194
Si -0.0066 -0.0242 0.0079
Si 0.001 -0.0002 0.0009
Si -0.0004 -0.0013 -0.0028
Si -0.0041 0.0026 0.0062
Si 0.01 -0.0057 0.0015
Si 0.002 -0.0029 0.0018
Si 0.001 0.0021 -0.0007
Si 0.0026 0.001 0.0027
Si -0.0034 0.0033 -0.0026
Si -0.0005 -0.0024 0.0005
Si 0.0026 -0.0017 -0.0016
Si -0.0081 -0.0089 0.0056
Si 0.0059 -0.0014 0.0038
Si 0 0.0097 -0.0093
O 0.0016 -0.0002 -0.0024
O 0.0008 0.002 -0.0005
O 0.0069 0.004 -0.0014
O -0.0036 -0.0036 -0.0015
O 0.0038 0.003 -0.0041
O 0.0049 -0.0014 -0.0015
O -0.0014 -0.0001 -0.0017
O 0.0015 0.0018 -0.0012
O 0.004 -0.0006 0.0042
O 0.0017 0.0029 0.0026
O 0.0014 0.0031 -0.0007
O 0 0.0012 0.0035
O 0.0032 0.0007 0.0038
O 0.0022 -0.003 -0.0003
O 0.002 0.0033 -0.0022
O -0.0028 -0.0034 0.0011
O -0.0023 0.001 -0.0017
O 0.0023 0.0032 -0.0034
O 0.0009 0.0002 -0.0017
O 0.0013 0.0007 -0.0038
O 0.0027 -0.0007 0.0036
O 0.0004 0.0003 -0.0013
O 0.0015 0.002 -0.0004
O 0.0007 -0.0003 -0.0002
O 0.0002 0.0087 0.004
O 0.0018 0.0016 -0.0004
O 0.0013 0.0009 -0.0011
O 0.0018 0.0042 0.0007
O 0.0016 0.0006 -0.0021
O 0.0042 0.0001 0.0007
O 0.0051 0.007 0.0065
O 0.002 0.001 0.0005
O 0.0006 0.0007 -0.0019
O 0.0008 0.0006 0.0005
O 0.0025 -0.0037 0.0002
O -0.003 0.0007 -0.001
O 0.0019 0.0037 -0.0021
O 0.0002 -0.0002 -0.0009
O 0.0008 0.0003 0.0007
O -0.0004 -0.0001 0.0005
O 0.0013 -0.0034 -0.0029
O 0.0033 -0.0093 -0.0034
O 0.0019 -0.0002 0.0008
O -0.0025 -0.0083 0.018
O 0.0067 -0.005 0.0119
O -0.0008 -0.0016 -0.0015
O 0.0034 0.0018 -0.0004
O 0.0045 0.0024 0.0035
O 0.0037 0.006 -0.0071
O 0.0012 0.0013 -0.0017
O 0.0023 0.0014 -0.0028
O 0.0002 0.0017 -0.0025
O -0.0027 -0.0002 -0.0026
O 0.0006 0.0015 -0.0059
O 0.0001 0.0037 -0.0016
O -0.0003 0 -0.0001
O 0.002 -0.0017 0.0002
O 0.0031 0.0089 -0.0027
O 0.0133 0.0017 -0.0013
O -0.0014 -0.002 -0.0019
O -0.0026 0.0047 0.0016
O 0.0024 0.0041 -0.0022
O 0.0048 0.0065 -0.0004
O 0.0025 0.0006 -0.001
O 0.0001 -0.0017 -0.0014
O -0.0004 -0.0015 -0.0012
O 0.0067 -0.0018 -0.0052
O 0.001 -0.0017 0.0023
O -0.004 0.0039 -0.0014
O -0.0088 0.0045 0.0036
O -0.0017 0.0021 -0.002
O -0.0018 -0.0026 0.0018
O 0.0003 -0.0036 -0.0018
O 0.0009 0.0006 -0.0013
O 0.006 0.0001 -0.0007
O 0.0031 -0.0006 -0.0027
O -0.0056 0.0011 -0.0006
O -0.0006 0.0025 0.0043
O 0.0028 -0.0001 0.0017
O -0.0017 -0.0016 -0.0016
O 0.0028 0.0003 -0.0014
O 0.003 0.0007 -0.0008
O -0.0025 0.0058 0.0027
O 0.001 -0.0012 -0.0019

The program warned: the cutoff lies below the one the program advises for these potential files; the forces do not sum to zero within the program's tolerance; the exchange-correlation potential is rough where the density is thin.
